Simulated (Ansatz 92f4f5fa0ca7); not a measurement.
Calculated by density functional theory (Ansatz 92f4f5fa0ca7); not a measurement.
Periodic cell of 178 atoms, Si99O79, from a study of silicon, its oxide and their interface. The atomic structure is a simulated model.

Settings: functional r2SCAN; potential files Ansatz norm-conserving; basis plane waves; wave-function cutoff 1300 eV; density cutoff ratio 4; exchange-correlation grid ratio 1; k mesh 2 x 2 x 1, shifted by 0.5 0.5 0.5 of a step; self-consistency stop 5e-08 eV per atom in the density residual; occupations Fermi-Dirac, 0.05 eV; spin none; net charge 0.

Cell vectors (angstrom)
a  11.5403  0  0
b  0  11.5403  0
c  -0.8711  4.2507  22.4467

Atoms: element, x, y, z (angstrom)
Si  0.4614  4.2897  -0.0658
Si  2.5319  6.8515  1.3045
Si  0.1277  3.8845  -2.4129
Si  2.4501  3.4512  0.9785
Si  4.1948  5.2356  -0.8105
Si  1.4598  1.3802  -3.7993
Si  6.6926  3.0619  1.6483
Si  7.2762  5.8291  -0.3499
Si  10.8048  10.9931  1.4315
Si  5.7775  1.1075  -0.262
Si  0.3633  6.6543  0.4601
Si  1.6825  10.7544  1.19
Si  10.3417  3.464  1.4124
Si  7.5039  7.0402  1.5961
Si  7.011  11.034  1.1021
Si  8.3661  3.7693  0.2518
Si  9.9603  7.1151  1.7595
Si  9.0432  11.0697  -0.2607
Si  2.7525  5.0354  2.7292
Si  2.6754  8.9615  2.4463
Si  2.619  12.8412  2.2388
Si  6.6737  5.1089  2.791
Si  6.6406  9.0803  2.4657
Si  6.8542  12.6526  2.8747
Si  10.3733  5.2023  2.9853
Si  10.383  9.1401  2.8447
Si  10.4717  12.9153  2.73
Si  0.8518  5.1988  4.126
Si  0.9027  8.9869  3.9956
Si  0.8748  12.8425  4.029
Si  4.7044  5.0798  4.0069
Si  4.6588  9.0364  3.8269
Si  4.6395  12.7578  3.7845
Si  8.4745  5.0596  4.3137
Si  8.3668  9.105  4.0795
Si  8.6861  12.7327  4.3036
Si  0.7989  3.2364  5.3584
Si  0.84  7.174  5.4372
Si  0.8161  10.8126  5.5047
Si  4.7642  3.0944  5.2821
Si  4.7181  7.0528  5.2289
Si  4.5662  10.9682  5.3259
Si  8.5314  3.1239  5.6126
Si  8.5291  7.1501  5.4273
Si  8.5139  10.8136  5.6608
Si  2.7984  3.2822  6.5175
Si  2.8597  7.203  6.6436
Si  2.7329  10.9426  6.9211
Si  6.5876  3.0669  6.9244
Si  6.5761  7.0165  6.7178
Si  6.4447  10.9295  6.8687
Si  10.5015  3.4292  6.8504
Si  10.4502  7.5769  6.7302
Si  10.4302  10.144  6.8859
Si  4.5957  4.9804  9.3033
Si  3.896  7.6686  10.8914
Si  2.4779  1.5921  8.0183
Si  2.81  5.2097  7.8266
Si  5.9366  8.8957  7.9481
Si  6.2526  1.2065  8.4323
Si  12.4654  5.0548  9.1898
Si  10.5021  5.5603  8.0252
Si  10.2632  11.2975  8.9646
Si  6.6557  5.0727  8.1589
Si  3.5747  8.9664  8.0711
Si  4.2646  1.8974  9.4573
Si  8.742  4.8019  9.4102
Si  8.1618  6.3764  12.1816
Si  7.917  -0.054  10.7833
Si  12.465  2.6259  9.5577
Si  12.6772  7.2227  11.5914
Si  10.307  2.191  8.8493
Si  11.9394  1.7675  21.051
Si  11.0115  2.8452  14.6287
Si  1.7179  11.6308  16.9775
Si  4.766  5.5596  17.6038
Si  9.8004  3.8573  17.355
Si  3.199  4.4914  19.8828
Si  6.8763  6.3513  21.2029
Si  6.6267  8.8217  11.0504
Si  10.8268  5.8438  13.7387
Si  7.4967  11.1899  19.4002
Si  12.4488  7.2245  16.0393
Si  5.461  9.9184  16.3317
Si  7.9097  8.0536  19.0308
Si  9.7418  0.2111  13.1941
Si  11.9429  10.2895  11.3789
Si  3.7513  10.3314  18.7039
Si  2.3868  1.6907  14.5888
Si  4.8792  3.311  15.7405
Si  6.0336  5.7192  14.2452
Si  9.2597  2.0704  19.7482
Si  3.9275  7.512  15.404
Si  8.3735  10.5937  15.7431
Si  7.6022  6.0168  16.8299
Si  -0.5424  9.7618  17.3193
Si  6.4493  0.9248  16.8133
Si  2.8514  1.5241  19.2148
Si  2.454  0.8793  11.5889
O  3.5607  2.9476  19.4974
O  5.413  2.3917  0.727
O  5.7709  5.1902  -0.42
O  3.5065  6.5252  -0.0589
O  2.5331  0.5074  -2.9604
O  0.4877  7.825  -0.7075
O  12.6388  6.3392  10.2368
O  9.1662  3.2054  9.6317
O  6.9279  10.3704  11.4295
O  3.2359  8.5363  9.6618
O  4.4491  6.2034  10.4067
O  6.6529  8.6534  9.4397
O  1.3378  1.9399  11.0327
O  2.698  7.4876  11.9775
O  8.9566  10.7022  9.8028
O  4.1575  5.5275  19.0866
O  10.8502  2.3072  19.9807
O  2.1004  13.0173  17.7546
O  8.0491  5.1533  21.2274
O  8.3934  2.5995  21.0296
O  3.4386  3.8726  -0.33
O  10.4587  2.9884  16.1503
O  4.1324  5.2416  -2.4522
O  11.7049  11.2215  17.1739
O  6.3733  5.3637  17.6688
O  4.4284  0.5335  -1.0078
O  1.7897  10.2571  -0.415
O  9.2161  7.748  19.9383
O  4.4448  3.4775  10.0316
O  5.2786  11.5335  16.1274
O  11.3112  6.4362  15.1776
O  6.0129  2.4483  16.5319
O  8.6976  0.6648  12.0258
O  3.8533  0.9439  10.7556
O  12.6278  2.6662  14.6626
O  7.9013  0.5702  16.1543
O  7.771  7.8873  11.7279
O  1.2732  6.3126  17.3355
O  4.3499  6.9383  16.8695
O  8.6147  5.4971  10.903
O  13.4346  10.8892  11.6063
O  11.9709  6.3016  12.7081
O  6.8211  5.7197  12.8388
O  10.3091  1.5585  13.9203
O  8.8838  12.0304  19.5584
O  11.5288  10.7943  9.8956
O  7.144  1.0258  9.8547
O  8.7916  4.9381  16.6879
O  5.0319  9.6627  17.9169
O  2.0353  11.8704  15.4136
O  4.4881  9.0466  15.3682
O  8.9589  2.8973  18.3656
O  4.1398  4.3139  16.7735
O  4.6629  6.6194  14.2502
O  -2.0236  9.9543  16.6942
O  9.3858  6.4302  13.2614
O  7.7427  9.6647  18.8764
O  10.6983  4.2204  13.814
O  -0.5311  9.3143  18.891
O  10.932  4.6612  18.1807
O  1.7187  1.2065  20.3135
O  3.9728  11.8821  19.2093
O  5.1403  8.442  11.5976
O  6.5827  12.0809  18.3856
O  8.9824  10.7528  14.244
O  7.591  6.7974  -1.6326
O  2.5732  10.3823  17.5734
O  5.6426  4.175  14.5931
O  0.2767  8.6561  16.4562
O  7.0312  9.641  15.9076
O  8.0959  7.378  17.5572
O  11.921  8.665  11.4722
O  7.0532  6.3599  15.3454
O  2.3082  7.4641  15.2271
O  2.7745  1.2942  13.0973
O  10.9567  10.8966  12.5341
O  3.7135  2.399  15.1524
O  6.7188  7.2516  19.8073
O  0.9573  2.5517  -2.8112

Results
free energy: -48318.399 eV
free energy less fixed offsets of O -463.61, Si -117.95 eV per atom: -16.159 eV
pressure: -2.50 GPa
stress xx, yy, zz, yz, xz, xy (GPa, positive in tension): 1.85, 3.93, 1.71, -0.19, -0.06, -0.35

Forces (eV/angstrom), in the order of the atoms: element, x, y, z
Si  -0.0933  -0.1626  0.0088
Si  0.5795  -0.0766  0.0034
Si  -0.1517  -0.0389  -0.3299
Si  0.1215  0.3841  -0.5073
Si  -0.0939  -0.2245  -0.0877
Si  0.009  -0.0103  -0.2864
Si  -0.2218  -0.0102  0.0187
Si  -0.0747  0.3298  0.2356
Si  -0.2793  -0.0478  -0.2599
Si  0.2033  -0.1516  0.1336
Si  -0.4456  0.1833  -0.4755
Si  0.2159  0.0213  -0.489
Si  0.0639  -0.0902  0.0825
Si  -0.0332  -0.3663  -0.1753
Si  -0.2139  0.1571  0.0004
Si  -0.0078  -0.2741  -0.3684
Si  -0.0376  0.028  -0.0805
Si  0.5797  -0.026  -0.8303
Si  -0.0703  0.0782  0.0083
Si  0.1108  0.0189  0.0731
Si  -0.0453  -0.2335  0.2539
Si  -0.0014  0.2847  0.3617
Si  0.0979  0.1279  -0.1138
Si  0.213  -0.0986  0.0112
Si  -0.0864  -0.2041  0.116
Si  -0.0192  -0.0136  0.0791
Si  -0.1546  0.1556  -0.1155
Si  -0.124  0.0085  -0.0008
Si  -0.2933  -0.1626  0.1708
Si  0.0428  -0.0343  -0.0499
Si  0.104  0.2321  0.0962
Si  -0.0826  -0.0768  0.1274
Si  -0.1022  0.0186  -0.1236
Si  -0.0118  -0.1976  0.0017
Si  0.2507  -0.0674  0.043
Si  0.0459  0.1502  -0.1145
Si  0.1127  0.0263  0.1081
Si  0.2064  0.0282  -0.0897
Si  0.0569  0.0415  -0.0805
Si  0.1397  -0.0241  0.0321
Si  -0.1192  0.1392  -0.1945
Si  0.1072  -0.1556  0.0958
Si  0.1005  0.106  0.1905
Si  -0.2681  0.1146  -0.0431
Si  -0.152  0.0248  0.1505
Si  -0.099  0.1269  -0.1678
Si  0.0147  0.1977  0.0181
Si  -0.0461  0.1946  0.1165
Si  -0.0183  -0.0495  -0.2162
Si  -0.1058  -0.1223  -0.0059
Si  0.0072  0.0143  -0.1598
Si  0.0175  0.0565  -0.3781
Si  0.0525  0.0376  -0.1232
Si  0.1518  -0.0722  -0.2665
Si  -0.0141  -0.0422  0.5927
Si  -0.054  -0.1883  0.2313
Si  0.0614  -0.0952  -0.0018
Si  0.1023  -0.0828  -0.0529
Si  0.7002  -0.0572  0.4432
Si  0.2763  0.0657  0.508
Si  0.3281  0.7332  0.1712
Si  -0.0855  -0.3167  0.188
Si  -0.1153  -0.729  0.5479
Si  0.0199  0.0816  0.1481
Si  -0.5955  -0.3939  0.5044
Si  -0.3329  0.1811  0.6863
Si  -0.195  0.0702  0.3962
Si  -0.0089  0.0652  0.2772
Si  -0.1541  -0.0202  0.435
Si  0.0137  -0.5755  0.6325
Si  0.0041  -0.0495  0.2493
Si  -0.3557  0.6801  0.3954
Si  0.05  0.0775  -0.1854
Si  0.032  0.0375  0.049
Si  -0.1439  0.0463  -0.2882
Si  -0.1336  -0.0045  -0.1081
Si  -0.0246  -0.0672  -0.2974
Si  0.1193  -0.0962  -0.298
Si  0.4622  0.1446  -0.2754
Si  -0.0497  0.0691  0.322
Si  -0.0965  -0.1813  0.215
Si  -0.0936  0.1319  -0.2216
Si  0.0627  -0.0062  -0.1694
Si  -0.1784  -0.0795  -0.3772
Si  0.1824  -0.0477  -0.2866
Si  0.0647  0.0391  0.2757
Si  -0.0166  -0.0227  0.5511
Si  0.0321  0.1403  -0.4749
Si  -0.0828  -0.0701  0.2026
Si  0.0114  -0.0361  -0.0631
Si  -0.0733  -0.0518  0.0252
Si  -0.0642  0.2094  -0.238
Si  -0.0967  0.1377  -0.1487
Si  0.0275  -0.0006  -0.1326
Si  0.0439  -0.1911  -0.2549
Si  0.114  0.1087  -0.1384
Si  -0.0201  0.3275  -0.1541
Si  -0.0064  0.058  -0.3629
Si  0.1881  -0.1118  0.3331
O  -0.1844  0.1576  0.1573
O  0.0324  0.0926  0.0376
O  -0.3678  0.1522  -0.4045
O  -0.2274  0.0084  0.2626
O  0.0912  0.0079  0.0454
O  0.1545  -0.143  0.0939
O  -0.0899  -0.2674  -0.0419
O  0.1977  -0.3006  -0.3764
O  0.1096  0.0179  -0.3038
O  0.3658  0.1107  -0.3156
O  -0.0869  0.0161  -0.1314
O  -0.3226  0.1286  -0.3378
O  0.1495  0.1174  -0.4532
O  -0.0228  -0.032  -0.3841
O  0.326  0.395  -0.3549
O  -0.0579  -0.1875  0.057
O  -0.0533  -0.0183  0.2263
O  0.1908  -0.2698  0.3577
O  -0.4937  -0.0785  0.4125
O  -0.0397  0.2186  0.3137
O  0.1959  0.1299  0.4638
O  -0.0511  0.143  0.1017
O  0.0646  0.1076  0.5064
O  0.0825  -0.1895  0.0638
O  -0.0844  0.1648  -0.0437
O  0.0785  0.2235  0.1801
O  -0.1172  -0.0249  0.3154
O  0.0785  0.2059  -0.0867
O  -0.0019  -0.2725  -0.6091
O  0.3394  -0.2203  0.2769
O  0.107  0.0676  -0.0813
O  -0.1228  -0.1893  -0.0164
O  -0.001  -0.1766  -0.4064
O  -0.0561  0.3688  -0.2488
O  0.027  -0.1728  -0.0603
O  -0.2008  -0.3033  0.1296
O  -0.1373  -0.0253  -0.1895
O  -0.2056  -0.0047  0.2137
O  0.1017  -0.1567  -0.0012
O  0.0652  -0.2348  -0.4647
O  -0.1298  0.1743  -0.1519
O  0.0427  0.1306  -0.2025
O  0.1257  0.1323  -0.0418
O  -0.0155  -0.1757  -0.1097
O  -0.1012  0.017  0.0832
O  -0.295  0.2117  -0.3589
O  0.0401  -0.0135  -0.4379
O  -0.0682  0.066  0.2479
O  -0.0925  0.1808  0.0638
O  0.0534  0.2291  0.0904
O  0.1263  -0.1613  0.2757
O  0.1346  -0.1322  0.3424
O  0.2328  0.2451  0.1146
O  0.2378  -0.0704  0.2028
O  0.021  0.0458  0.0879
O  -0.1016  -0.0694  -0.2326
O  -0.0147  -0.0479  0.2315
O  0.0605  0.1293  0.0712
O  -0.0473  -0.3013  0.2075
O  0.0708  0.1265  0.0796
O  -0.0354  0.0895  0.0772
O  -0.2665  -0.234  -0.004
O  0.0283  -0.0889  -0.3635
O  0.2462  -0.1952  0.0665
O  0.0344  0.1458  0.0147
O  0.0149  -0.3857  -0.1107
O  0.1877  0.1384  0.3151
O  -0.0276  0.2456  0.1569
O  -0.0858  -0.082  0.1582
O  -0.0643  0.2711  0.1728
O  -0.119  0.0518  0.3615
O  0.1852  0.0141  -0.1584
O  -0.146  -0.1223  0.1041
O  0.0052  -0.059  0.214
O  -0.1447  -0.0326  -0.2045
O  0.039  0.0035  -0.3791
O  -0.0421  0.013  0.0316
O  0.0423  -0.3041  -0.0947
O  -0.0145  0.0697  -0.0722
